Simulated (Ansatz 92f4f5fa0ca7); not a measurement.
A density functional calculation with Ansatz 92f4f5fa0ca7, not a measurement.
Periodic cell of 213 atoms, Si131O78As1H3, from a study of silicon, its oxide and their interface. The atomic structure is a simulated model.
Doubt: the cutoff is far below the 930 eV that the study's wrapper takes by default for these files, so forces and energies are approximate.

Settings: functional PBE; potential files Ansatz PAW; basis plane waves; wave-function cutoff 580 eV; density cutoff ratio 5; exchange-correlation grid ratio 1; k mesh 1 x 1 x 1, Gamma-centred; self-consistency stop 5e-08 eV per atom in the density residual; occupations fixed; spin none; net charge 0.

Cell vectors (angstrom)
a  10.938  0  0
b  0  10.938  0
c  0  0  31.231

Atoms and the computed forces on them: element, x, y, z (angstrom), force x, y, z (eV/angstrom)
Si  10.4297  0.5453  23.7561  -0.0131  0.0005  -0.0095
Si  6.1088  10.3414  23.8672  0.0072  -0.0092  0.0073
Si  2.2628  3.1173  23.7668  0.0076  -0.0073  -0.005
Si  8.6284  2.3691  23.8037  0.0058  0.0119  -0.0024
Si  0.6459  4.9774  23.8485  0.0208  -0.0007  0.0043
Si  4.9891  5.9414  23.8716  0.0059  -0.0107  0.0023
Si  3.2749  7.6391  23.9039  -0.0073  0.0146  -0.0043
Si  7.7857  8.5383  23.8309  0.0027  -0.0176  -0.0092
Si  1.2855  1.4088  25.0661  -0.0113  0.0209  0.0701
Si  6.9444  1.2782  25.0636  0.0135  -0.0156  0.0448
Si  4.0583  4.0885  25.0154  -0.0331  0.04  0.0412
Si  9.698  4.0711  25.0343  0.0157  -0.0164  0.0549
Si  1.5058  6.7272  25.1617  0.0315  -0.012  0.0385
Si  6.7863  6.8511  25.119  -0.0315  0.0187  0.0456
Si  4.2126  9.4917  25.0342  0.0213  -0.0489  0.0379
Si  9.5613  9.6098  24.9877  -0.0198  0.0077  0.046
Si  2.7529  -0.0251  26.3061  -0.0137  -0.0129  -0.1544
Si  8.2678  -0.0274  26.5191  0.0186  0.0234  0.1397
Si  0.0255  2.7479  26.5465  -0.0089  0.0242  0.1521
Si  5.4931  2.6979  26.3203  0.0075  -0.0146  -0.1408
Si  2.7913  5.3846  26.5782  -0.0126  -0.0194  0.1896
Si  8.2431  5.4418  26.3454  0.0056  -0.0049  -0.1226
Si  0.035  8.1963  26.3259  0.0279  0.0149  -0.1387
Si  5.4979  8.2071  26.5604  0.0082  0.039  0.1853
Si  4.104  1.3513  27.7088  0.0039  0.0291  0.1516
Si  9.6033  1.356  27.8917  -0.0234  0.0181  -0.2583
Si  1.3821  4.0807  27.9394  0.0166  0.0391  -0.3621
Si  6.8604  4.0696  27.7203  -0.0167  0.0483  0.1321
Si  4.1407  6.8082  27.9061  -0.0391  0.0443  -0.2618
Si  9.5855  6.8454  27.7209  -0.0209  -0.0131  0.1322
Si  1.3942  9.5594  27.7213  -0.0261  -0.003  0.1383
Si  6.8708  9.5842  27.8987  -0.0446  -0.0517  -0.2762
Si  0.043  -0.0286  29.1772  0.0227  -0.0693  0.0182
Si  5.4547  0.0212  29.1733  -0.0314  0.0069  0.0042
Si  2.768  2.6905  29.1886  0.067  -0.0282  0.0402
Si  8.1946  2.7326  29.1791  0.0322  0.0149  -0.0062
Si  -0.0163  5.4943  29.1814  -0.0444  0.0176  0.0097
Si  5.5199  5.4297  29.1834  0.0335  -0.0836  0.0174
Si  2.7266  8.2039  29.1763  0.0228  0.0189  -0.0154
Si  8.2343  8.1788  29.1796  0.026  -0.0332  0.0379
Si  1.3673  1.3673  30.5472  0.1676  -0.2659  0.0294
Si  6.8362  1.3673  30.5472  -0.1562  0.0841  0.0681
Si  4.1018  4.1018  30.5472  0.2212  -0.1814  -0.0783
Si  9.5708  4.1018  30.5472  -0.1178  0.1372  -0.0043
Si  1.3673  6.8362  30.5472  -0.1252  0.1158  0.0828
Si  6.8362  6.8362  30.5472  0.2442  -0.1426  -0.0339
Si  4.1018  9.5708  30.5472  -0.0779  0.0792  -0.0296
Si  9.5708  9.5708  30.5472  0.2384  -0.121  -0.0842
Si  2.7345  0  0.6835  -0.1949  0.2191  0.1584
Si  8.2035  0  0.6835  0.0196  -0.1877  -0.0808
Si  0  2.7345  0.6835  0.1055  -0.1317  -0.0885
Si  5.469  2.7345  0.6835  -0.1826  0.2022  0.1947
Si  2.7345  5.469  0.6835  0.087  -0.1459  -0.1195
Si  8.2035  5.469  0.6835  -0.1585  0.2041  0.1526
Si  0  8.2035  0.6835  -0.1632  0.1898  0.1878
Si  5.469  8.2035  0.6835  0.123  -0.097  -0.1218
Si  4.0698  1.3982  2.0685  -0.0729  0.0721  -0.0417
Si  9.5632  1.3631  2.0389  0.007  0.0328  -0.0037
Si  1.3903  4.0759  2.0445  0.0677  -0.0256  -0.02
Si  6.8  4.1425  2.0625  -0.0873  0.0708  -0.0603
Si  4.1183  6.8193  2.0358  0.0426  -0.0277  -0.0286
Si  9.5411  6.8638  2.0665  -0.0572  0.0499  -0.0483
Si  1.3456  9.5975  2.0619  -0.0468  0.0279  -0.0381
Si  6.8371  9.5597  2.0542  0.0051  -0.009  -0.0085
Si  -0.0368  0.0336  3.4793  0.0654  -0.0716  -0.1139
Si  5.4475  0.0094  3.3512  0.0674  0.0423  0.2719
Si  2.7249  2.7667  3.5375  0.0198  -0.0844  -0.1554
Si  8.1672  2.7428  3.3366  0.0688  0.0039  0.2006
Si  0.0014  5.4535  3.314  -0.0856  0.0176  0.3609
Si  5.434  5.498  3.5162  0.0611  -0.0555  -0.0878
Si  2.7563  8.2027  3.3247  -0.1177  0.0297  0.2781
Si  8.1513  8.2095  3.5162  0.1214  -0.0207  -0.134
Si  1.2992  1.4116  4.8851  -0.0224  0.0327  0.127
Si  6.7901  1.4129  4.7126  -0.3175  -0.1687  -0.2385
Si  4.0821  4.1535  4.9517  0.0191  0.0061  0.1803
Si  9.5449  4.0973  4.6791  0.1222  0.2589  -0.2774
Si  1.387  6.8167  4.6538  0.0112  -0.0285  -0.1634
Si  6.7652  6.8719  4.9392  -0.0163  -0.0339  0.1684
Si  4.09  9.5748  4.7146  0.0328  0.004  -0.1145
Si  9.5075  9.6261  4.8586  -0.0422  -0.002  0.1007
Si  2.6964  -0.0501  6.1117  -0.0047  -0.0134  -0.0805
Si  8.0896  0.1223  6.1728  0.1103  -0.0852  -0.0393
Si  -0.0995  2.8496  6.2038  0.0609  -0.1107  -0.044
Si  5.4913  2.7003  6.2327  0.0403  -0.0045  -0.1256
Si  2.6698  5.5922  6.2585  0.0129  0.0615  -0.0955
Si  8.1875  5.3691  6.1258  0.0986  -0.0294  -0.1459
Si  0.0028  8.1421  6.0092  0.0248  0.0001  -0.0875
Si  5.388  8.3332  6.2941  -0.0595  -0.0161  -0.0708
Si  4.4408  0.864  7.3906  0.0696  0.0378  0.0084
Si  8.9837  1.9489  7.3665  0.0098  0.0665  -0.0349
Si  0.8079  4.6809  7.3997  -0.05  0.0172  0.0257
As  7.2529  3.683  7.5999  -0.1509  0.0938  0.1932
Si  3.5314  7.4565  7.5005  -0.0276  0.0191  0.0061
Si  10.0264  6.355  7.2333  -0.0574  -0.0919  -0.0239
Si  1.6748  9.126  7.325  0.0239  -0.0233  0.0335
Si  6.2678  10.2559  7.4308  -0.0164  0.0401  -0.0245
H  9.2588  1.6421  8.806  0.0497  -0.0677  -0.0455
O  3.9503  0.8405  8.9884  -0.024  -0.0137  0.0226
O  6.5722  10.3975  9.0799  0.0055  -0.0012  0.008
O  0.8344  9.6582  8.6745  -0.0164  0.0023  0.0039
O  3.9709  7.0953  9.0656  -0.0044  0.0171  0.0433
O  9.7758  6.7287  8.8216  0.0092  0.0311  0.056
O  0.9895  4.5281  9.0495  -0.0051  0.0032  -0.0067
H  2.8181  7.9364  22.5137  0.0028  -0.0038  0.0039
H  5.3707  5.6206  22.4559  0.0046  -0.0024  0.0078
O  7.9769  3.1562  22.4308  -0.0004  -0.0078  -0.0022
O  0.1417  11.0645  22.282  -0.0019  0.0006  0.0059
O  0.4981  5.6737  22.3317  -0.0005  -0.0037  0.0057
O  2.5733  2.5129  22.228  0.0022  0.0043  -0.0018
O  5.9004  -0.1403  22.2962  -0.0004  0.0031  0.0082
O  8.1441  7.8858  22.3265  0.0004  0.0039  -0.005
Si  10.9893  9.2143  13.9794  0.0047  0.0058  0.0034
Si  5.8957  8.1357  16.4028  -0.0007  -0.0003  -0.0008
Si  9.1655  0.9552  19.1484  0.0017  -0.0018  -0.0046
Si  3.2443  7.1173  17.5641  0.0013  0.0018  0.0023
Si  2.2825  4.5826  18.9942  0.003  0.001  0.0007
Si  0.7175  2.4318  14.5639  0.0028  -0.0016  -0.0061
Si  7.1658  5.7694  11.5986  0.0086  -0.014  0.0292
Si  8.6395  3.1588  20.9355  0.0047  -0.0034  -0.0085
Si  5.5088  3.3513  12.0233  -0.0101  -0.0018  -0.0127
Si  1.2468  3.6945  10.4139  -0.0107  -0.0105  0.0079
Si  2.4614  0.7638  18.2918  0.0025  -0.0026  0.0014
Si  2.9651  9.3955  19.7185  0.0016  -0.0005  -0.0021
Si  5.971  3.5733  16.1428  -0.001  0.001  -0.0014
Si  3.1247  2.2939  20.7157  0.0008  0.0012  -0.0027
Si  7.2868  5.9658  14.6336  -0.0045  0.0031  -0.0029
Si  6.1753  1.2297  14.3052  -0.0009  0.0027  -0.01
Si  9.9774  4.8016  15.6428  0.0002  -0.0023  -0.0002
Si  8.3603  3.6479  18.0733  -0.0011  -0.0009  -0.0009
Si  10.7296  1.5068  11.7289  -0.0076  0.0237  0.0062
Si  4.0054  10.002  14.6606  -0.0003  0.0031  -0.0006
Si  3.6017  1.5657  10.3953  -0.0241  -0.0076  0.0325
Si  6.8049  9.3924  10.3333  -0.0159  -0.0009  0.0321
Si  5.139  -0.1652  20.876  -0.0064  -0.003  -0.0104
Si  0.5472  9.6141  10.2649  0.0095  -0.0004  0.0175
Si  2.4723  10.085  12.2172  -0.0009  0.0091  0.0043
Si  8.9157  7.8899  20.8862  0.0017  -0.0001  -0.0028
Si  7.2746  9.569  18.8698  -0.0004  -0.0009  0.0002
Si  8.4387  10.6903  12.8308  0.0051  0.0061  0.01
Si  3.0597  5.3988  12.4049  -0.0022  0.0044  -0.0062
Si  10.7598  5.2898  20.9027  0.0024  0.0024  -0.0077
Si  9.1772  7.4523  10.1203  0.0172  0.0232  0.0183
Si  1.4799  6.632  14.9086  0.0033  -0.0018  -0.0006
Si  4.7192  7.2233  10.5031  -0.0106  0.0124  0.0117
Si  2.8988  3.096  16.5118  -0.0002  -0.0013  -0.0009
Si  1.1624  10.6739  16.0404  0.0004  0.0017  -0.0002
Si  0.1106  10.3109  20.8422  0.0082  -0.0055  -0.0099
O  7.8425  8.292  9.7289  0.0111  -0.0123  0.0093
O  10.0515  9.0407  20.9273  -0.0009  0.0052  0.0032
O  8.0894  4.0468  19.6561  -0.0005  -0.0015  0.0052
O  4.8213  7.2504  17.2233  0.0004  0.0004  -0.0005
O  11.0176  9.5485  15.5877  -0.0003  -0.002  0.0021
O  9.3641  4.5811  17.1576  -0.002  0.0016  0.0012
O  3.1899  1.6093  17.1121  0.0021  -0.0003  -0.001
O  4.1129  9.464  20.8885  0.0054  0.0021  0.0015
O  0.751  1.9893  12.9917  -0.0004  -0.0014  0.0059
O  8.4859  1.5843  20.5063  0.0017  0.0015  0.0034
O  3.2785  3.7805  20.0325  0.0032  -0.0036  0.0015
O  0.9475  5.1829  19.7182  0.0015  0.0012  0.0038
O  3.1389  0.5138  11.5823  -0.009  -0.0101  0.0046
O  2.3718  7.235  16.1679  -0.001  0.0006  0.0003
O  6.0276  2.2962  13.1168  0.006  -0.0079  0.0102
O  8.4671  10.5981  18.487  0.0028  0.0012  -0.0006
O  6.664  9.0866  17.4543  0.0014  0.0009  -0.0007
O  5.0718  8.9863  15.3025  0.001  0.0003  -0.0019
O  6.2218  10.4819  19.7054  0.0025  -0.0013  0.004
O  3.6576  6.726  11.6452  -0.0072  0.0024  0.004
O  0.6338  7.6827  13.948  -0.0005  -0.0004  -0.0003
O  10.3117  8.5264  10.6698  -0.0003  0.0043  -0.0051
O  10.3855  3.4062  14.8871  -0.0013  0.0015  0.0026
O  4.7457  0.4819  14.4409  -0.0007  0.0009  0.0002
O  1.9596  9.1497  10.9807  -0.0064  -0.0041  -0.0077
O  9.4862  9.5296  13.3834  -0.0008  -0.0019  0.0034
O  2.6694  10.2375  15.5619  -0.0003  -0.0009  -0.0008
O  4.4601  1.3406  20.7423  0.0007  -0.0019  -0.0027
O  6.0344  6.2607  10.5316  -0.0046  -0.0048  -0.0048
O  2.0736  1.5788  19.6594  0.0021  0  0.0042
O  3.5314  10.5606  18.7089  0.0002  -0.0014  -0.0019
O  4.9148  2.4507  10.7986  -0.0117  -0.0036  -0.009
O  0.538  1.1036  15.4498  -0.0005  -0.0013  0.0019
O  2.3652  2.5649  10.1064  0.0327  -0.0025  -0.0071
O  4.3036  4.3314  12.5709  0.0156  -0.0068  -0.0148
O  6.3742  4.6774  15.0201  0.0004  -0.0008  0.0058
O  2.7387  8.139  18.7342  0.0017  -0.0014  -0.0004
O  8.8632  5.5692  14.7342  0.0016  0.0014  0.0024
O  5.3497  8.7301  10.7492  0.0011  0.0104  0.0033
O  6.8905  4.156  11.6297  0.006  0.0036  -0.0053
O  6.9304  6.3938  13.0993  0.0014  0.0038  -0.0038
O  0.2233  0.2182  10.7765  -0.008  -0.0036  -0.0095
O  6.8427  3.7802  17.4958  0.0013  0.0004  0.0007
O  1.1904  -0.0402  17.6487  0.0007  -0.0001  0.0003
O  10.1583  3.7691  21.0956  0.001  -0.0069  -0.0017
O  6.3933  2.0669  15.681  -0.0007  -0.0003  -0.0003
O  9.2604  1.0826  12.3159  -0.0063  0.0094  -0.0134
O  7.8328  8.2717  19.7103  0.0024  -0.0034  0.0015
O  1.8815  3.739  17.6354  0  -0.0004  -0.0003
O  1.8138  4.7189  11.5685  -0.0002  0.0041  0.0015
O  4.3661  3.7846  16.3732  -0.0003  -0.0007  -0.0004
O  2.1505  3.0921  15.0509  0.001  0.0007  0.0041
O  1.5747  9.7204  20.4763  -0.005  0.0007  -0.0026
O  7.4976  10.1138  11.6227  -0.0127  0.0018  -0.0132
O  10.5989  0.4325  19.6943  0.0001  0.0003  0.0039
O  3.5771  9.4033  13.1965  -0.0007  -0.0032  -0.0024
O  10.7997  2.8766  10.8138  -0.0172  0.0083  -0.0078
O  9.6285  6.4382  20.5694  0.0009  0.0002  -0.0026
O  6.9841  7.2079  15.6357  0.0023  0.0006  0.0011
O  1.1075  10.203  13.1745  -0.0014  -0.0044  -0.0033
O  7.4319  0.2165  14.0367  -0.0019  -0.0012  0.0022
O  0.3907  5.7011  15.6839  -0.0003  0.0015  0.0016
O  9.107  2.1719  18.0481  -0.0001  0.0008  0.0007
O  2.4828  5.8434  13.8763  -0.0008  -0.0004  0.0031
O  8.6736  6.2655  11.1525  0.002  -0.0002  -0.0094
O  3.2066  5.7303  18.3683  0.0017  -0.0043  0.0002

Results
free energy: -132542.059 eV
free energy less fixed offsets of As -4856.12, H -15.97, O -568.88, Si -635.61 eV per atom: -0.479 eV

The program warned: the cutoff lies below the one the program advises for these potential files; the forces do not sum to zero within the program's tolerance; the exchange-correlation potential is rough where the density is thin.
